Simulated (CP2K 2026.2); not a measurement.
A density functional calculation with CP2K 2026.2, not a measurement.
Periodic cell of 504 atoms, Si360O144, from a study of silicon, its oxide and their interface. The atomic structure is a simulated model.
Doubt: the forces sum to 1.88 eV/angstrom along one axis rather than to zero, so they err by at least 0.0037 eV/angstrom per atom on average; the grid cutoff is modest.

Settings: functional PBE; method Gaussian and plane waves; basis set DZVP-MOLOPT-SR-GTH; pseudopotentials GTH-PBE; grid cutoff 350 Ry, relative cutoff 50 Ry; k points Gamma only; occupations fixed; spin none; net charge 0.

Cell vectors (angstrom)
a 16.32 0 0
b 0 16.32 0
c -5.2868 5.1012 33.0077

Atoms and the computed forces on them: element, x, y, z (angstrom), force x, y, z (eV/angstrom)
Si 1.538 14.752 0.032 -0.194 0.138 0.727
Si 3.814 1.428 0.265 0.216 -0.039 0.698
Si 1.747 3.776 0.161 -0.257 0.069 0.73
Si 4.397 6.545 0.02 -0.275 0.161 0.806
Si 1.288 9.662 0.135 0.086 -0.105 0.753
Si -1.483 17.621 33.003 0.172 -0.153 0.721
Si 7.087 14.721 0.035 -0.157 0.1 0.738
Si 4.746 5.896 32.897 -0.086 0.178 0.749
Si 1.207 9.27 32.902 0.318 -0.147 0.712
Si 3.956 12.309 32.923 0.184 -0.364 0.703
Si 6.923 9.35 0.194 -0.117 0.117 0.737
Si 9.199 12.433 0.107 0.151 -0.063 0.742
Si 12.22 14.958 0.375 -0.016 0.019 0.512
Si 14.728 1.426 0.102 0.26 -0.099 0.724
Si 12.635 3.779 0.027 -0.239 0.114 0.745
Si 14.701 7.166 0.082 0.138 -0.242 0.739
Si 12.423 9.396 0.042 -0.231 0.18 0.696
Si 9.179 17.931 32.983 0.138 -0.225 0.714
Si 2.603 16.257 1.513 -0.01 -0.032 -0.046
Si 5.465 2.661 1.378 -0.005 0.017 -0.046
Si 2.812 5.434 1.394 0.007 0 -0.032
Si 5.419 8.109 1.435 -0.016 -0.004 -0.029
Si 2.695 10.985 1.415 0.012 0.007 -0.043
Si 5.433 13.613 1.309 -0.01 0.005 -0.033
Si 8.314 16.247 1.313 -0.006 0.021 -0.082
Si 10.947 2.608 1.188 -0.006 0.007 -0.085
Si 8.188 5.389 1.092 -0.028 0.02 -0.072
Si 10.845 8.211 1.332 -0.001 0.005 -0.05
Si 8.097 10.903 1.474 -0.008 0.003 -0.036
Si 10.787 13.527 1.485 -0.032 -0.012 -0.045
Si 13.6 16.355 1.596 0.012 -0.01 -0.044
Si 0.021 2.662 1.32 0.002 0.01 -0.025
Si 13.639 5.459 1.332 -0.002 0.024 -0.042
Si 0.018 8.183 1.408 -0.014 0.021 -0.06
Si 13.574 11.021 1.272 0.029 -0.004 -0.033
Si -0.095 13.674 1.343 0.01 -0.031 -0.053
Si 1.289 1.345 2.809 -0.018 0.019 0.032
Si 4.142 4.057 2.772 0.009 -0.016 0.02
Si 1.384 6.781 2.712 0.015 0.013 0.005
Si 4.045 9.534 2.716 0.001 0.017 0
Si 1.275 12.298 2.739 -0.006 0 0.018
Si 4.105 14.949 2.739 0 0.003 0.034
Si 6.906 1.32 2.644 -0.02 -0.042 0.003
Si 9.548 4.037 2.507 0.003 -0.001 0.004
Si 6.868 6.718 2.658 0.031 -0.023 0.038
Si 9.537 9.555 2.755 0.011 -0.008 0.014
Si 6.711 12.256 2.767 -0.018 -0.004 0.021
Si 9.505 14.934 2.831 0.004 0.002 0.042
Si 12.203 1.419 2.806 -0.029 -0.006 0.052
Si 15.017 4.099 2.683 0.004 -0.028 0.02
Si 12.2 6.788 2.661 0.009 0.016 0.02
Si 14.955 9.63 2.668 -0.012 -0.007 0.057
Si 12.215 12.205 2.773 -0.012 -0.022 0.016
Si 15.002 14.995 2.843 0.032 0.014 0.014
Si -0.01 16.341 4.214 -0.008 0.022 0.031
Si 2.724 2.713 4.091 0.011 0.011 0.002
Si 0.03 5.434 4.076 0.006 -0.011 0.015
Si 2.707 8.168 4.076 0.006 -0.012 0.004
Si -0.023 10.905 4.109 0.001 0.002 0.019
Si 2.706 13.614 4.089 -0.024 0.001 -0.021
Si 5.493 16.325 4.046 0.003 0.009 -0.004
Si 8.212 2.73 3.991 0.022 0.009 -0.005
Si 5.505 5.426 4.089 0.001 0.006 -0.001
Si 8.173 8.129 4.043 -0.015 0 -0.003
Si 5.398 10.863 4.11 -0.008 0.007 0.003
Si 8.103 13.591 4.133 0.013 -0.014 -0.004
Si 10.875 16.327 4.14 -0.005 0.011 -0.013
Si 13.619 2.779 4.084 0.009 -0.001 -0.012
Si 10.853 5.4 3.986 -0.003 -0.014 0.006
Si 13.581 8.197 3.994 0.02 0 -0.024
Si 10.884 10.866 4.146 -0.017 0.009 0.023
Si 13.59 13.596 4.106 0.009 -0.007 -0.02
Si 1.36 14.972 16.319 0.012 0.002 -0.003
Si 4.076 17.65 16.345 0 -0.017 -0.012
Si 1.356 4.076 16.33 -0.002 -0.005 -0.001
Si 4.105 6.809 16.32 -0.004 0.02 0
Si 1.37 9.55 16.284 -0.001 0.007 -0.017
Si 4.08 12.24 16.284 0.007 0 -0.01
Si 6.794 14.964 16.332 -0.015 0.001 -0.013
Si 9.517 17.681 16.331 0.008 -0.002 -0.008
Si 6.797 4.059 16.327 -0.008 0.001 -0.005
Si 9.523 6.795 16.312 -0.005 0.005 -0.013
Si 6.809 9.49 16.31 -0.001 -0.009 -0.011
Si 9.526 12.242 16.335 0.002 -0.002 -0.002
Si 12.235 14.953 16.338 0.002 0.01 -0.007
Si -1.377 17.682 16.325 0.003 -0.004 -0.013
Si 12.216 4.065 16.319 -0.013 -0.008 -0.01
Si -1.355 6.806 16.292 0.003 0.009 -0.016
Si 12.234 9.516 16.293 0.002 -0.007 -0.014
Si -1.346 12.287 16.329 -0.001 0.014 -0.006
Si 2.692 16.311 17.721 0.011 0.005 0.002
Si 5.467 18.983 17.688 0.001 -0.003 0.004
Si 2.728 5.459 17.653 0.002 -0.004 0.015
Si 5.478 8.139 17.713 0.024 -0.003 -0.007
Si 2.745 10.883 17.654 -0.016 0.002 -0.001
Si 5.408 13.599 17.657 0.009 -0.007 0.013
Si 8.174 16.311 17.693 -0.016 0.006 -0.011
Si 10.844 19.051 17.712 0.009 0.001 -0.003
Si 8.147 5.445 17.667 0.011 0.006 -0.008
Si 10.903 8.138 17.665 -0.012 0.006 0.019
Si 8.171 10.844 17.654 0.005 -0.005 -0.003
Si 10.873 13.608 17.721 -0.009 0.004 0.01
Si -2.729 16.317 17.689 -0.006 0.005 0
Si -0.016 19.031 17.69 -0.003 -0.014 0
Si -2.707 5.42 17.629 0.006 0.007 -0.02
Si -0.017 8.217 17.617 -0.002 -0.003 -0.008
Si -2.754 10.921 17.62 0.013 -0.006 -0.033
Si 0.032 13.635 17.715 -0.007 0.005 0.016
Si 1.31 17.675 19.082 0.02 -0.026 -0.015
Si 4.083 4.043 18.973 -0.01 0.02 -0.027
Si 1.363 6.887 18.951 0.033 -0.009 -0.044
Si 4.122 9.545 19.016 -0.002 0.006 -0.004
Si 1.425 12.244 19.038 -0.005 0.012 -0.033
Si 4.043 14.919 19.065 -0.025 0.007 -0.024
Si 6.843 17.64 19.093 -0.006 0.017 -0.006
Si 9.471 4.12 19.065 0.012 -0.024 -0.021
Si 6.828 6.758 19.098 -0.011 0.007 -0.007
Si 9.534 9.485 19.021 -0.004 -0.003 -0.03
Si 6.787 12.219 18.959 -0.001 -0.018 -0.061
Si 9.506 14.968 19.091 0.002 0.004 -0.01
Si 12.208 17.665 19.041 -0.009 -0.007 -0.027
Si -1.384 4.081 19.025 -0.006 0.007 -0.001
Si 12.293 6.767 18.998 -0.012 0.026 -0.011
Si -1.388 9.599 18.954 0.001 0.008 -0.026
Si 12.229 12.217 19.05 -0.001 -0.014 -0.015
Si -1.343 15.007 19.075 0.006 0.007 -0.029
Si -0.036 16.39 20.537 -0.049 0.011 0.028
Si 2.663 19.087 20.354 -0.013 0 0.071
Si -0.038 5.537 20.268 -0.01 0.012 0.048
Si 2.755 8.213 20.343 -0.031 0 0.044
Si -0.012 10.922 20.323 0.004 0.01 0.059
Si 2.742 13.551 20.509 0.001 -0.003 0.04
Si 5.443 16.244 20.397 0.005 -0.009 0.032
Si 8.162 19.066 20.482 -0.008 -0.002 0.038
Si 5.456 5.327 20.384 0.01 -0.02 0.056
Si 8.233 8.102 20.437 0.015 0.008 0.058
Si 5.468 10.899 20.379 0.006 0.017 0.06
Si 8.112 13.551 20.346 -0.022 0.011 0.063
Si 10.842 16.338 20.471 -0.007 0.034 0.044
Si -2.763 19.059 20.383 -0.007 0.023 0.062
Si 10.92 5.437 20.375 0.001 -0.013 0.043
Si -2.715 8.224 20.299 -0.005 -0.012 0.044
Si 10.865 10.861 20.408 -0.014 -0.022 0.056
Si -2.695 13.556 20.364 0.025 0.008 0.052
Si 1.086 14.705 21.74 0.158 0.161 -0.736
Si 4.199 17.822 21.579 -0.201 -0.13 -0.732
Si 1.526 4.458 21.566 -0.025 -0.231 -0.712
Si 3.847 6.526 21.538 0.1 0.098 -0.788
Si 1.193 9.417 21.622 0.239 0.186 -0.64
Si 4.375 12.402 21.839 -0.232 -0.083 -0.706
Si 6.576 14.642 21.73 0.02 0.154 -0.719
Si 9.758 17.976 21.809 -0.063 -0.169 -0.691
Si 6.468 3.712 21.831 0.283 0.352 -0.703
Si 9.891 7.004 21.746 -0.238 -0.082 -0.684
Si 7.038 9.71 21.64 -0.106 -0.199 -0.72
Si 9.225 11.973 21.663 0.189 0.128 -0.707
Si 12.489 15.137 21.621 -0.322 -0.209 -0.688
Si -1.717 17.553 21.828 0.466 0.251 -0.554
Si 12.011 3.866 21.725 0.049 0.084 -0.684
Si -1.074 7.178 21.577 -0.233 -0.25 -0.676
Si 12.045 9.295 21.689 0.13 0.146 -0.704
Si -1.114 12.461 21.72 -0.151 -0.187 -0.753
Si 8.31 16.177 23.957 -0.026 0.018 -0.116
Si 3.422 19.76 28.548 0.027 0.007 -0.027
Si 1.72 13.424 25.865 0.069 -0.089 -0.042
Si 1.184 6.772 25.915 -0.002 -0.013 0.012
Si -2.235 11.484 26.742 0.11 -0.075 0.103
Si -0.524 10.095 29.066 -0.065 0.001 -0.068
Si 4.323 13.014 30.034 -0.025 -0.032 0.164
Si 5.783 7.752 23.694 0.176 0.045 -0.214
Si 5.348 15.812 30.829 0.03 -0.021 0.052
Si -2.659 18.032 24.709 0.065 -0.017 -0.165
Si 1.097 19.388 24.123 -0.027 0.009 -0.045
Si -3.275 4.634 24.566 -0.013 -0.059 -0.019
Si 5.55 8.78 26.452 0.053 -0.008 0.05
Si 6.056 20.119 24.81 0.083 -0.108 -0.187
Si -2.308 10.491 23.836 0.004 0.067 -0.191
Si 10.294 14.647 25.847 -0.109 0.044 -0.019
Si 10.409 16.507 28.304 0.116 -0.047 -0.053
Si -1.312 7.782 24.355 -0.138 -0.035 0.011
Si -0.065 15.805 30.853 -0.105 -0.017 0.073
Si 3.336 15.87 26.349 0.009 -0.005 0.039
Si 1.292 7.771 30.046 -0.088 0.106 0.171
Si 2.593 11.015 24.031 0.059 0.005 -0.1
Si 9.949 9.282 25.425 0.009 -0.026 0.111
Si -3.188 9.374 30.296 0.048 0.044 0.051
Si -3.717 6.536 29.035 -0.078 -0.021 0.028
Si 6.189 18.163 28.856 -0.032 -0.04 0.103
Si 9.587 12.016 24.568 0.086 0.092 -0.132
Si -1.064 14.279 25.896 -0.146 -0.035 -0.089
Si 10.73 4.784 30.773 0.033 -0.04 0.155
Si -3.965 7.204 25.945 0.014 -0.011 -0.207
Si -0.679 4.501 26.184 0.02 0.137 -0.014
Si 7.714 10.896 26.279 0.155 -0.155 0.009
Si 8.966 19.265 28.858 0.009 0.06 0.051
Si -4.115 11.886 28.944 0.032 0.083 0.221
Si -3.556 15.228 24.473 0.078 -0.012 -0.07
Si -2.117 13.504 30.873 0.049 0.038 -0.011
Si -3.377 17.751 29.119 -0.151 -0.104 -0.01
Si 10.976 16.546 31.042 0.041 0.008 0.034
Si 6.922 11.899 28.887 0.005 -0.054 0.093
Si 2.761 9.36 26.71 -0.065 0.068 -0.225
Si 8.18 4.935 26.832 0.05 0.161 -0.168
Si 3.856 6.241 29.869 0.074 -0.046 0.097
Si 3.284 4.512 25.494 -0.046 -0.003 0.082
Si 6.075 17.299 25.901 -0.087 0.058 -0.123
Si 1.588 17.228 28.473 0.014 -0.006 0.057
Si 7.581 9.395 30.105 0.033 0 0.041
Si 6.706 6.958 28.568 -0.118 0.083 0.09
Si -1.928 20.38 28.939 -0.059 -0.046 0.067
Si 0.028 5.029 30.953 0.029 0.011 0.095
Si 9.488 11.605 30.156 -0.004 -0.061 -0.009
Si 1.774 11.817 28.486 0.087 0.011 0.074
Si 8.566 6.779 24.389 0.039 -0.012 0.027
Si 2.211 16.753 23.697 -0.002 -0.079 -0.163
Si -1.147 16.915 27.29 -0.1 -0.024 -0.07
Si 1.387 14.968 5.494 0.013 -0.001 0.01
Si 4.111 1.352 5.419 0.008 0.011 -0.001
Si 1.377 4.083 5.449 -0.009 -0.014 0.016
Si 4.105 6.805 5.412 -0.001 -0.003 -0.01
Si 1.346 9.522 5.441 -0.005 0.005 0.004
Si 4.039 12.23 5.457 0 -0.003 0.002
Si 6.78 14.972 5.475 -0.004 -0.005 0.007
Si 9.513 1.387 5.443 -0.012 0.001 0.007
Si 6.851 4.054 5.417 0.004 -0.011 0.021
Si 9.527 6.767 5.397 0.01 -0.008 0.004
Si 6.801 9.494 5.415 0.011 -0.01 0.005
Si 9.5 12.236 5.46 0.003 0.011 0.021
Si 12.245 14.963 5.47 0 0.013 0.017
Si 14.928 1.4 5.488 -0.014 0 0.017
Si 12.23 4.114 5.417 -0.002 0 0.011
Si 14.953 6.829 5.377 -0.016 0.008 0
Si 12.251 9.493 5.453 0.018 -0.001 0.002
Si 14.945 12.247 5.475 0 0.003 0.001
Si 2.757 16.331 6.819 0 -0.005 -0.002
Si 5.464 2.715 6.781 0 -0.002 0.004
Si 2.741 5.452 6.787 0.002 -0.007 0.001
Si 5.444 8.156 6.794 -0.003 0 0
Si 2.699 10.871 6.819 -0.002 -0.007 0.004
Si 5.416 13.596 6.809 -0.008 0.007 -0.001
Si 8.153 16.341 6.808 -0.005 0.006 -0.001
Si 10.888 2.738 6.793 0.005 -0.004 -0.004
Si 8.18 5.427 6.788 -0.004 0.003 0
Si 10.881 8.126 6.784 0.002 -0.009 0.005
Si 8.149 10.857 6.797 0.004 -0.002 -0.002
Si 10.867 13.603 6.811 -0.001 -0.008 -0.008
Si 13.588 16.332 6.832 0.003 0.004 0
Si 0.004 2.743 6.818 0 0.003 0.002
Si 13.596 5.476 6.768 -0.005 0.002 -0.004
Si -0.016 8.157 6.785 0.008 0.004 -0.003
Si 13.595 10.869 6.817 -0.005 -0.006 0.002
Si 0.002 13.603 6.824 -0.007 0.005 0.002
Si 1.372 1.372 8.16 0.002 0.009 -0.003
Si 4.097 4.081 8.141 0.006 0.003 -0.004
Si 1.361 6.803 8.143 0 0.006 -0.009
Si 4.081 9.513 8.159 -0.006 0.001 -0.007
Si 1.352 12.236 8.182 0.001 -0.005 -0.002
Si 4.085 14.96 8.186 -0.006 -0.002 0.004
Si 6.796 1.365 8.173 -0.002 -0.007 -0.001
Si 9.531 4.083 8.165 0.004 0.005 -0.002
Si 6.807 6.789 8.143 0.001 -0.005 -0.004
Si 9.522 9.5 8.145 -0.009 -0.005 -0.005
Si 6.792 12.231 8.153 -0.001 -0.007 -0.009
Si 9.514 14.972 8.163 0.009 0.006 -0.003
Si 12.227 1.374 8.172 -0.002 -0.01 0.004
Si 14.952 4.111 8.149 0 -0.005 -0.008
Si 12.244 6.8 8.164 0.006 0.006 0
Si 14.962 9.515 8.168 -0.005 -0.002 0
Si 12.229 12.235 8.163 0.004 0.006 -0.005
Si 14.962 14.971 8.174 0.001 0.007 -0.003
Si 0.009 16.332 9.521 0.007 -0.009 -0.001
Si 2.731 2.731 9.515 -0.001 -0.003 -0.005
Si 0.003 5.452 9.516 -0.004 0.003 -0.004
Si 2.718 8.156 9.515 -0.001 0.005 0.002
Si -0.005 10.875 9.534 0 -0.002 -0.002
Si 2.716 13.601 9.533 -0.002 0.005 0.001
Si 5.446 16.321 9.537 0.003 -0.002 0
Si 8.164 2.723 9.523 -0.007 -0.003 -0.003
Si 5.448 5.436 9.51 0 -0.001 0
Si 8.161 8.15 9.51 0.004 -0.004 -0.004
Si 5.437 10.876 9.519 -0.008 -0.001 -0.001
Si 8.155 13.599 9.512 0 0.008 -0.009
Si 10.871 16.326 9.528 -0.005 0.007 0.001
Si 13.602 2.737 9.513 -0.004 0.003 -0.003
Si 10.888 5.439 9.525 0.011 -0.005 0.002
Si 13.6 8.16 9.527 -0.002 0.005 0
Si 10.872 10.871 9.515 0.007 -0.003 -0.006
Si 13.593 13.601 9.518 0.001 -0.004 -0.003
Si 1.358 14.97 10.884 -0.006 -0.003 0.002
Si 4.08 17.687 10.884 -0.006 -0.003 0.001
Si 1.362 4.086 10.875 0.002 0.001 -0.003
Si 4.083 6.793 10.871 -0.002 -0.009 -0.006
Si 1.364 9.516 10.883 0.002 0.003 0.001
Si 4.083 12.238 10.882 0 0.002 0
Si 6.805 14.955 10.888 -0.005 -0.001 0.004
Si 9.513 17.68 10.889 0.001 -0.004 0.006
Si 6.8 4.079 10.879 0.001 0.001 -0.003
Si 9.521 6.798 10.876 0 0.003 0.004
Si 6.802 9.513 10.871 0.003 0.004 -0.005
Si 9.518 12.24 10.873 -0.004 -0.008 -0.003
Si 12.236 14.962 10.879 0 0.006 0
Si -1.357 17.694 10.874 0.001 0.005 -0.004
Si 12.243 4.079 10.885 -0.002 -0.001 0.003
Si -1.354 6.805 10.886 -0.003 0.008 0.002
Si 12.237 9.522 10.88 0.009 -0.005 0.004
Si -1.368 12.244 10.88 0.002 -0.002 0
Si 2.719 16.328 12.244 0.004 -0.002 0.005
Si 5.44 2.722 12.246 0.007 -0.001 -0.002
Si 2.726 5.437 12.24 -0.004 0.004 0
Si 5.444 8.151 12.231 -0.006 -0.001 0.004
Si 2.721 10.882 12.239 -0.004 -0.002 0.005
Si 5.444 13.594 12.244 -0.005 -0.001 0.004
Si 8.159 16.317 12.252 -0.001 0 0.002
Si 10.88 2.716 12.242 0.002 -0.002 0.002
Si 8.163 5.434 12.233 -0.002 -0.004 0.002
Si 10.877 8.161 12.237 0.001 0.004 0
Si 8.158 10.88 12.23 0 0 0.007
Si 10.877 13.601 12.242 0.005 0.002 0.005
Si 13.599 16.328 12.229 0.005 0.001 -0.001
Si 0.003 2.726 12.241 0.001 -0.002 0.004
Si 13.604 5.44 12.24 -0.001 -0.003 0
Si 0.007 8.163 12.25 0 0.004 0.004
Si 13.596 10.884 12.239 -0.004 0.002 0.001
Si -0.009 13.612 12.233 0.002 -0.001 0.003
Si 1.361 17.686 13.607 -0.001 -0.007 0.007
Si 4.078 4.075 13.611 -0.006 0.002 0
Si 1.373 6.798 13.603 0.007 -0.005 0.001
Si 4.087 9.517 13.587 0.001 0.007 0.002
Si 1.356 12.255 13.583 -0.009 0.008 0.001
Si 4.082 14.96 13.593 0.007 -0.001 0.001
Si 6.794 17.678 13.607 -0.011 -0.004 0.005
Si 9.517 4.074 13.596 0.004 -0.004 0.003
Si 6.802 6.787 13.592 0.009 0.003 0.003
Si 9.517 9.525 13.591 -0.004 -0.001 0.001
Si 6.808 12.235 13.604 -0.005 -0.006 0.003
Si 9.519 14.958 13.613 -0.005 0.005 0.009
Si 12.236 17.672 13.6 -0.001 0.006 -0.001
Si -1.363 4.079 13.603 -0.003 0.004 0.006
Si 12.235 6.796 13.592 0.004 0.007 0.004
Si -1.357 9.533 13.598 0.001 0 0.007
Si 12.242 12.245 13.602 0.01 -0.01 0.008
Si -1.365 14.976 13.596 -0.001 0.002 -0.001
Si -0.006 16.33 14.963 -0.007 0.005 0
Si 2.724 2.711 14.981 0.004 -0.001 0.01
Si 0.009 5.434 14.954 0 0.007 0
Si 2.737 8.166 14.956 -0.002 -0.002 -0.005
Si -0.004 10.913 14.952 0.009 0.002 0.002
Si 2.713 13.61 14.947 -0.004 0 -0.004
Si 5.434 16.312 14.964 -0.006 0.003 -0.001
Si 8.161 2.714 14.961 -0.003 0.004 -0.009
Si 5.446 5.431 14.963 0.005 -0.004 0.001
Si 8.166 8.148 14.943 -0.002 0.008 0
Si 5.449 10.865 14.953 -0.004 -0.008 0.002
Si 8.158 13.598 14.975 0.004 -0.002 0.004
Si 10.881 16.319 14.975 0.01 -0.007 -0.004
Si 13.588 2.716 14.959 -0.001 -0.006 -0.004
Si 10.875 5.433 14.952 -0.001 0.002 -0.002
Si 13.598 8.161 14.939 -0.002 -0.005 -0.006
Si 10.874 10.887 14.953 -0.003 0.003 0.001
Si 13.6 13.617 14.959 0.001 0.008 0.002
O -0.017 13.581 22.201 0.066 -0.027 0.278
O 7.339 16.683 25.126 0.179 0.052 0.184
O 5.929 21.097 32.545 -0.035 -0.038 -0.245
O 4.093 6.333 31.473 -0.319 0.116 -0.111
O 0.169 10.487 32.585 -0.161 -0.075 -0.424
O -1.731 6.894 23.054 -0.471 -0.608 0.039
O 6.843 4.025 23.399 0.501 0.326 0.158
O -3.539 4.6 22.967 0.353 0.182 -0.085
O -5.127 15.626 32.338 -0.32 0.008 0.006
O 2.234 18.68 28.841 -0.156 0.083 0.342
O 1.056 17.876 23.543 -0.286 -0.125 -0.117
O 10.902 19.078 22.269 -0.211 0.055 0.282
O 9.748 12.62 23.078 0.207 0.504 0.073
O 3.846 11.619 23.182 0.247 -0.133 0.42
O 8.441 7.725 32.627 0.094 0.063 -0.231
O 4.5 16.759 31.82 0.041 -0.185 -0.355
O -1.033 5.592 32.024 -0.321 -0.149 -0.13
O -2.472 7.707 32.731 0.13 -0.067 -0.16
O -4.011 10.323 29.313 -0.394 -0.486 -0.324
O -3.059 14.151 31.99 -0.116 -0.22 -0.139
O 1.511 8.514 31.484 0.175 0.001 -0.354
O 9.834 5.67 31.788 -0.052 0.026 -0.117
O -1.373 20.117 27.449 0.025 -0.299 -0.245
O 9.092 10.016 30.005 0.446 -0.542 -0.167
O 9.406 6.232 23.111 -0.109 -0.764 0.18
O -1.09 14.643 30.313 -0.142 -0.082 -0.337
O 5.263 6.505 29.124 0.093 -0.013 -0.003
O 9.15 20.149 27.496 0.401 -0.12 -0.198
O -3.623 11.972 27.418 -0.459 0.248 -0.33
O 2.683 5.504 22.072 -0.112 0.108 0.534
O -4.395 20.449 31.663 0.22 -0.028 -0.496
O 2.741 13.376 32.661 0.19 0.043 -0.254
O -1.186 9.34 23.917 0.483 0.077 -0.246
O 1.785 8.066 26.673 -0.254 -0.052 0.185
O 4.374 14.63 30.265 -0.41 0.08 -0.275
O 4.582 12.167 31.409 0.282 -0.428 -0.335
O 1.218 20.566 31.715 0.047 -0.205 -0.318
O 6.338 9.084 22.969 0.078 0.106 0.153
O -4.002 6.926 27.516 -0.026 0.03 0.008
O 2.964 9.993 25.225 0.166 -0.169 -0.16
O 1.666 10.196 22.982 -0.047 -0.134 0.124
O 4.614 7.095 22.835 -0.233 0.093 0.415
O 5.469 13.553 22.293 -0.131 0.074 0.17
O 1.713 15.339 23.107 0.272 -0.271 0.5
O 12.065 5.785 25.179 -0.593 -0.236 0.017
O 1.361 12.854 27.332 -0.312 0.266 0.147
O 11.899 14.736 25.729 0.258 -0.08 0.409
O -1.784 5.024 25.11 0.081 0.317 -0.21
O 12.129 14.589 23.124 -0.543 -0.323 0.163
O 5.571 18.585 25.05 -0.268 -0.126 -0.239
O -0.918 16.96 31.618 0.179 0.124 -0.152
O 11.237 8.361 25.738 0.188 0.139 0.03
O 10.986 8.146 22.201 0.01 0.008 0.163
O 10.437 10.624 24.647 0.351 -0.119 -0.03
O 0.245 5.722 26.75 -0.216 0.186 0.363
O 7.003 6.731 23.981 -0.072 -0.341 -0.017
O 1.867 12.272 24.743 -0.161 0.036 -0.013
O -1.716 18.178 23.368 0.392 0.113 0.282
O 8.973 9.878 26.617 0.197 0.006 0.703
O 8.951 8.34 24.563 -0.155 0.178 -0.159
O 2.771 16.315 27.808 0.242 -0.292 0.398
O 6.304 10.153 26.125 -0.433 0.341 -0.15
O 10.461 15.733 29.74 -0.404 -0.619 -0.001
O 0.382 17.417 27.41 -0.081 0.254 -0.222
O 8.151 10.814 22.103 0.027 -0.068 0.21
O 0.187 8.167 21.927 0.136 -0.255 0.137
O 0.565 6.331 30.173 -0.09 0.046 -0.371
O 2.917 12.506 29.403 -0.007 0.295 0.016
O 7.424 19.092 29.371 -0.027 0.155 0.637
O -3.957 17.275 30.571 0.271 0.258 0.405
O 3.079 14.298 26.039 0.282 -0.123 0.043
O -3.173 19.361 29.174 -0.278 0.315 0.002
O 0.399 8.739 29.082 -0.018 -0.188 -0.541
O 2.774 7.396 29.48 0.037 0.21 -0.359
O -2.705 10.83 25.351 -0.369 -0.352 0.224
O 6.559 7.807 27.215 0.355 -0.09 -0.213
O 2.857 18.661 32.545 -0.011 -0.135 -0.219
O 9.849 19.977 30.02 -0.122 -0.234 0.044
O 9.815 17.569 31.517 -0.095 0.066 -0.298
O -0.704 20.264 29.995 0.007 -0.299 0.085
O -2.571 18.789 32.608 -0.034 0.157 -0.552
O 8.041 11.624 24.874 -0.545 0.185 -0.398
O -1.357 12.787 26.406 0.439 -0.098 0.002
O 4.898 16.209 26.128 0.283 -0.587 0.074
O 8.98 17.4 23.127 -0.303 0.364 0.249
O -1.631 9.836 30.225 0.327 0.217 0.522
O -3.709 16.841 24.437 -0.626 0.253 -0.226
O 3.354 20.265 27.008 -0.169 -0.172 -0.062
O 9.982 13.067 25.734 0.176 -0.187 0.31
O 8.877 5.936 25.745 0.437 0.008 0.2
O 0.672 4.014 22.886 -0.559 0.326 -0.059
O 7.51 7.851 29.65 0.154 -0.371 0.297
O 8.008 19.047 32.614 0.074 0.065 -0.465
O -1.918 17.205 28.692 0.372 -0.281 0.449
O -2.027 14.736 24.673 0.341 -0.014 -0.416
O 4.834 19.042 28.866 -0.07 0.114 0.252
O 6.579 17.747 27.353 0.539 -0.126 -0.199
O -2.695 16.261 21.937 0.156 -0.119 0.013
O 7.02 4.171 26.034 0.053 0.002 0.301
O 2.622 19.702 24.547 0.281 -0.422 -0.065
O -3.091 12.855 29.757 0.198 0.028 -0.301
O 0.474 14.348 25.417 0.142 0.407 -0.28
O 10.04 11.805 31.661 0.643 -0.276 -0.112
O -1.784 17.639 26.002 0.144 0.038 0.146
O 10.63 12.202 29.162 -0.13 0.457 -0.499
O 0.938 15.124 31.912 -0.054 0.104 -0.47
O 6.639 10.313 29.153 -0.536 -0.392 -0.412
O -2.497 7.717 25.466 0.147 0.214 0.251
O 8.084 12.399 29.911 -0.082 0.554 0.244
O 5.547 12.704 29.022 -0.009 0.374 -0.327
O 0.183 19.702 25.403 -0.068 -0.254 0.257
O -1.318 12.32 31.615 0.056 -0.253 -0.246
O 4.208 8.968 27.303 0.049 0.08 0.724
O 3.559 17.154 22.913 0.197 -0.283 0.425
O -2.442 5.567 29.082 0.343 0.368 -0.13
O 5.086 8.108 25.079 -0.645 0.076 0.182
O 5.318 18.9 22.052 -0.098 -0.174 0.32
O 3.297 4.766 29.476 -0.488 -0.158 0.22
O 9.52 15.355 24.622 0.106 -0.003 -0.371
O 9.917 15.43 27.214 -0.349 -0.151 0.328
O -3.872 9.594 31.743 -0.548 0.244 -0.298
O -3.345 7.846 29.867 0.196 -0.135 0.146
O 11.331 5.785 29.665 -0.494 -0.034 -0.434
O 7.417 15.255 22.978 0.055 0.058 0.106
O 9.431 17.769 28.467 -0.21 -0.152 -0.231
O 6.95 9.536 31.595 -0.548 0.46 -0.16
O 2.435 5.89 25.385 0.17 0.158 -0.394
O -1.711 11.79 23.083 -0.151 0.246 0.292
O -1.252 15.315 27.114 -0.246 -0.162 0.36
O -1.348 10.453 27.678 -0.149 -0.104 -0.174
O 0.899 16.465 29.733 0.303 0.111 0.1
O 4.762 4.767 24.902 0.03 0.657 0.045
O 2.494 16.701 25.265 -0.215 0.398 0.307
O -3.471 19.403 25.031 -0.574 -0.005 0.163
O -4.437 17.168 28.02 0.298 0.015 -0.492
O 0.469 11.364 29.355 -0.001 0.221 0.518
O 7.598 5.695 28.138 0.011 -0.147 0.233
O 2.234 10.472 27.733 0.057 -0.111 0.204
O -3.582 9.933 23.016 -0.402 0.133 0.46
O 0.173 7.337 24.795 0.285 -0.063 -0.238
O 5.97 16.794 29.704 0.081 -0.136 -0.173
O 7.539 12.035 27.405 -0.023 0.707 -0.095
O 6.554 15.096 31.646 0.431 -0.094 -0.472
O 8.277 13.38 32.706 -0.02 0.043 -0.296

Results
total energy: -101655.310 eV
total energy less fixed offsets of O -438.35, Si -107.03 eV per atom: -2.110 eV
